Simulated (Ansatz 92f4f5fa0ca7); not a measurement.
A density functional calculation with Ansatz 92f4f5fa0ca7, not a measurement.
Periodic cell of 189 atoms, Si117O72, from a study of silicon, its oxide and their interface. The atomic structure is a simulated model.

Settings
functional: r2SCAN
potential files: Ansatz norm-conserving
basis: plane waves
wave-function cutoff: 1300 eV
density cutoff ratio: 4
exchange-correlation grid ratio: 1
k mesh: 2 x 2 x 1, shifted by 0.5 0.5 0.5 of a step
self-consistency stop: 5e-08 eV per atom in the density residual
occupations: Fermi-Dirac, 0.05 eV
spin: none
net charge: 0

Cell vectors (angstrom)
a	11.5403	0	0
b	0	11.5403	0
c	2.555	2.5061	25.2476

Atoms: element, x, y, z (angstrom)
Si	1.7033	9.3381	0.2215
Si	2.0014	0.8346	-0.2974
Si	1.5898	6.3051	-0.3176
Si	5.528	9.2074	0.323
Si	5.6131	0.744	0.0317
Si	5.3377	6.1777	-0.2389
Si	9.3515	-2.2688	0.1637
Si	9.604	0.7815	-0.4216
Si	9.0753	6.2419	-0.3905
Si	3.5866	-2.2832	1.5659
Si	3.6976	1.336	1.2618
Si	3.4589	5.602	1.0431
Si	7.4714	-2.2848	1.5439
Si	7.6452	1.4267	0.9623
Si	7.3032	5.6162	1.0469
Si	11.2883	-2.2554	1.4594
Si	11.4682	1.4255	0.9176
Si	11.1418	5.6342	0.8741
Si	3.6203	-0.3494	2.8108
Si	3.5831	3.5039	2.2986
Si	3.5282	7.2603	2.6924
Si	7.5212	-0.2598	2.6487
Si	7.4546	3.4972	2.2362
Si	7.4031	7.2701	2.6994
Si	11.3495	-0.2598	2.6256
Si	11.2953	3.5326	2.1609
Si	11.2276	7.2762	2.6041
Si	1.6646	-0.3104	4.0582
Si	1.6411	3.5128	3.6689
Si	1.5973	7.2658	3.9935
Si	5.5946	-0.2999	4.0378
Si	5.5275	3.4965	3.6791
Si	5.4733	7.2721	4.019
Si	9.4258	-0.2776	3.9989
Si	9.3871	3.5098	3.6457
Si	9.3447	7.2777	3.9999
Si	1.6521	9.232	5.2732
Si	1.67	1.7173	5.2417
Si	1.6448	5.2843	5.2452
Si	5.5245	9.2494	5.2765
Si	5.53	1.712	5.2468
Si	5.5103	5.2774	5.2496
Si	9.3718	9.2609	5.26
Si	9.3819	1.7265	5.2322
Si	9.3616	5.286	5.2405
Si	3.5874	9.2183	6.596
Si	3.5976	1.7179	6.6285
Si	3.5787	5.2793	6.622
Si	7.445	9.2473	6.5996
Si	7.4485	1.7235	6.6193
Si	7.4341	5.2821	6.6238
Si	11.2846	9.2561	6.5996
Si	11.2969	1.721	6.6222
Si	11.2783	5.2892	6.6267
Si	3.5882	-0.317	7.8042
Si	3.5817	3.5198	8.2153
Si	3.59	7.2435	7.9137
Si	7.4596	-0.2935	7.829
Si	7.4322	3.5086	8.2058
Si	7.3924	7.2675	7.8728
Si	11.2787	-0.2913	7.8251
Si	11.2943	3.51	8.192
Si	11.3169	7.2825	7.8505
Si	1.6666	-0.2964	9.131
Si	1.6538	3.5338	9.661
Si	1.6602	7.2382	9.2657
Si	5.513	-0.3459	9.1233
Si	5.5016	3.5358	9.6608
Si	5.4981	7.1927	9.3073
Si	9.3753	-0.2602	9.1873
Si	9.376	3.4977	9.6049
Si	9.3656	7.3295	9.1077
Si	1.6883	9.2792	10.324
Si	1.6704	1.3776	10.7545
Si	1.6287	5.6092	11.0204
Si	5.5215	9.2334	10.3646
Si	5.4896	1.3584	10.6997
Si	5.4661	5.5627	11.1117
Si	9.3564	9.2802	10.3199
Si	9.4003	1.4114	10.8631
Si	9.3607	5.6616	10.6924
Si	3.5916	9.3409	11.6468
Si	3.5885	0.8184	12.0115
Si	3.4634	6.325	12.4163
Si	7.4622	9.2215	11.6366
Si	7.381	0.7654	11.9552
Si	7.584	6.1624	12.1461
Si	-0.2491	9.2864	11.5857
Si	-0.1577	0.7596	12.1304
Si	-0.4073	6.2791	12.1788
Si	2.6143	0.6728	17.2787
Si	5.4593	9.1376	18.5624
Si	3.4701	2.3539	14.8089
Si	8.2909	5.306	20.7568
Si	6.0578	6.5164	19.8212
Si	3.3454	5.6207	20.2099
Si	6.9334	1.5355	20.9855
Si	7.7173	1.2471	14.7746
Si	9.5597	10.4728	18.1766
Si	6.6488	3.7643	22.8782
Si	1.5918	5.0828	22.4242
Si	11.2339	1.5201	17.6033
Si	2.5483	9.3701	18.1565
Si	9.4651	4.8096	14.2059
Si	14.325	5.1185	15.3649
Si	9.21	3.0459	19.3269
Si	1.7632	6.5945	17.6844
Si	8.0412	3.9379	16.513
Si	7.7358	10.3073	20.5146
Si	0.2566	7.6925	22.0593
Si	10.4586	1.9209	14.614
Si	3.0331	7.4548	22.5384
Si	5.2442	1.6158	18.5066
Si	5.2153	3.9643	16.4745
Si	-0.0463	8.3798	19.1421
Si	7.7253	7.708	22.032
Si	6.8181	10.9806	16.8663
O	10.93	2.1952	16.1531
O	9.241	7.8813	-0.7609
O	10.632	0.0186	17.6645
O	6.6328	4.7426	16.441
O	5.6255	10.6711	-0.482
O	9.2794	0.7847	14.628
O	7.0665	4.5974	21.5582
O	10.6019	2.374	18.8433
O	7.5099	5.8726	19.4244
O	-0.2796	7.916	12.5308
O	4.0761	5.1075	16.3749
O	2.5349	4.5588	21.1697
O	7.1703	11.5305	21.3822
O	10.2792	9.0267	18.2839
O	0.3255	6.9937	18.3536
O	7.7539	2.5285	15.7649
O	3.9409	9.521	18.982
O	8.9929	10.8496	19.646
O	14.7118	5.8716	13.9867
O	1.2746	9.3408	19.1628
O	6.6522	2.2275	22.4034
O	3.6	10.7631	12.5468
O	7.5203	7.8085	12.5726
O	8.4339	3.5732	18.022
O	5.1758	3.0913	17.8445
O	7.4355	-0.8541	12.4606
O	0.9074	3.9184	23.3062
O	3.5524	1.8122	13.3095
O	1.7978	-0.7943	-0.6842
O	6.4063	0.6769	17.853
O	6.8092	0.036	15.3665
O	2.567	7.9718	17.3232
O	9.1834	4.8605	15.8169
O	5.6095	1.7604	20.0684
O	5.0519	5.2928	-1.6107
O	3.7851	0.9393	18.3679
O	10.7241	5.6985	13.6914
O	5.634	7.5292	18.6211
O	-0.2261	10.6695	12.5096
O	3.5537	7.9883	12.619
O	13.1438	5.7839	16.2793
O	2.56	5.7206	18.8004
O	8.8256	6.5492	21.6522
O	5.1875	4.0834	23.5595
O	3.4343	7.0433	21.0124
O	8.0756	5.2759	13.4734
O	1.7231	8.4021	22.3186
O	2.3653	10.6175	17.1478
O	6.5191	9.7953	19.5798
O	8.4873	5.5187	-1.7866
O	6.3267	7.3179	21.2445
O	-0.4697	8.2175	20.7034
O	4.9432	2.9372	15.228
O	13.9413	3.5794	14.9752
O	3.044	1.1635	15.8091
O	8.2447	9.13	21.4763
O	8.3127	10.4181	17.154
O	5.4442	7.8165	-0.6329
O	8.2516	2.0579	20.1728
O	1.2915	1.4416	17.8148
O	2.5557	6.077	23.3233
O	7.8786	4.085	23.8866
O	9.8511	3.2582	13.9048
O	1.6437	5.6518	-1.8564
O	9.5023	4.3267	20.3037
O	11.9771	6.0809	21.8449
O	0.1101	1.4218	13.6401
O	1.7096	7.9408	-0.6974
O	5.7768	9.74	17.0728
O	9.4035	-0.8532	-0.7376
O	4.9222	5.3351	19.9042
O	7.1349	1.6583	13.3277

Results
free energy: -47210.300 eV
free energy less fixed offsets of O -463.61, Si -117.95 eV per atom: -30.230 eV
pressure: -1.42 GPa
stress xx, yy, zz, yz, xz, xy (GPa, positive in tension): 0.41, 2.49, 1.35, -0.12, -0.12, 0.44

Forces (eV/angstrom), in the order of the atoms: element, x, y, z
Si	0.1472	-0.0634	-0.9021
Si	0.2095	-0.206	-0.5052
Si	0.1581	0.2531	-0.7006
Si	-0.0244	0.0416	-1.075
Si	0.0583	-0.3389	-0.8272
Si	-0.0432	0.15	-0.4396
Si	-0.0649	0.1047	-0.6914
Si	-0.0524	-0.3115	-0.5291
Si	-0.1988	0.2923	-0.3058
Si	-0.0536	0.0638	-0.164
Si	-0.0497	0.03	-0.0647
Si	-0.04	0.0468	-0.0801
Si	0.1878	-0.0983	-0.216
Si	0.0014	-0.1105	-0.101
Si	0.0071	0.0223	-0.2512
Si	-0.0862	0.0247	-0.211
Si	0.1032	-0.0648	-0.2123
Si	0.0148	0.1106	-0.3526
Si	-0.0346	0.0915	0.3714
Si	-0.007	0.0616	-0.1406
Si	0.0153	-0.1962	0.3508
Si	0.0027	0.1628	0.2476
Si	0.027	0.0678	-0.1175
Si	-0.0118	-0.1393	0.2985
Si	0.0102	0.1744	0.1124
Si	-0.0227	0.0041	-0.1024
Si	-0.0079	-0.1913	0.1213
Si	0.069	0.0546	-0.0189
Si	0.0144	-0.0494	-0.0507
Si	0.0007	-0.0905	-0.0723
Si	-0.04	0.1314	-0.0499
Si	0.0236	0.0032	-0.0562
Si	0.0278	-0.0401	-0.0648
Si	-0.0381	0.0952	-0.0188
Si	-0.0136	0.0084	-0.0504
Si	0.0082	-0.1141	-0.0312
Si	-0.086	-0.0052	0.0391
Si	-0.0493	-0.0161	0.0192
Si	0.0178	0.0412	0.0064
Si	0.0515	-0.014	0.0661
Si	-0.0507	-0.0199	0.0496
Si	0.0356	0.0252	0.0482
Si	0.0253	-0.0748	-0.0334
Si	-0.0127	-0.0056	0.001
Si	0.0686	0.053	-0.0091
Si	-0.0151	0.0291	0.0184
Si	0.0305	-0.0311	-0.0249
Si	-0.013	0.0588	0.0041
Si	-0.0651	-0.0071	-0.0196
Si	-0.0048	-0.0491	0.0157
Si	-0.0039	0.0474	-0.0198
Si	0.0617	-0.0208	-0.0569
Si	0.0095	-0.0149	-0.0117
Si	-0.007	-0.0047	-0.031
Si	-0.0343	0.0599	-0.0043
Si	-0.0004	-0.0161	0.0677
Si	0.0435	-0.142	0.0584
Si	-0.034	0.1201	0.0453
Si	0.0001	0.0172	0.084
Si	0.0644	-0.0984	0.0701
Si	-0.0417	0.0726	0.054
Si	-0.0115	0.0008	0.0976
Si	-0.0261	-0.0667	0.086
Si	0.0163	0.1338	-0.3194
Si	0.0582	0.0032	0.0838
Si	-0.0002	-0.184	-0.2377
Si	0.0026	0.0915	-0.3093
Si	-0.0243	-0.0541	0.0894
Si	-0.0507	-0.1982	-0.1741
Si	0.0073	0.2196	-0.2387
Si	-0.028	0.0366	0.0972
Si	0.0004	-0.1558	-0.3164
Si	-0.0428	0.046	0.2674
Si	-0.0057	-0.0799	0.1776
Si	-0.1813	0.1135	0.1113
Si	-0.0207	0.1241	0.2217
Si	-0.0459	-0.0814	0.1156
Si	0.132	0.2041	0.1372
Si	0.1046	-0.0591	0.1741
Si	0.0634	-0.1334	0.2644
Si	0.1023	-0.0479	0.2199
Si	0.0166	0.0733	0.9899
Si	0.0667	-0.1015	0.4967
Si	-0.0842	0.3792	0.6082
Si	-0.0641	-0.0434	0.9534
Si	-0.1044	-0.1963	0.5749
Si	0.0621	0.2602	0.5016
Si	0.0263	-0.0166	0.9076
Si	0.1176	-0.3507	0.5606
Si	-0.0984	0.3636	0.6452
Si	-0.0534	-0.1864	0.2955
Si	-0.0046	-0.1554	-0.044
Si	0.0364	-0.0804	0.2345
Si	0.2986	-0.0159	-0.4321
Si	0.051	-0.1326	-0.4203
Si	0.1857	-0.1586	-0.3558
Si	0.023	-0.1015	-0.2576
Si	-0.0473	0.0492	0.3617
Si	0.0266	-0.0646	0.0136
Si	0.0749	0.1149	-0.4722
Si	0.0237	-0.0936	-0.2497
Si	0.0337	-0.1128	0.4332
Si	0.1269	0.1266	-0.0162
Si	-0.0296	0.0598	0.2686
Si	0.0073	0.0191	0.4385
Si	0.0894	0.0674	0.0285
Si	0.0303	-0.0742	0.0268
Si	-0.1425	0.2087	0.4049
Si	-0.0721	0.1114	-0.0525
Si	-0.0602	0.0529	-0.3385
Si	-0.1162	0.046	0.3491
Si	0.0764	0.0282	-0.3153
Si	0.0577	0.0408	0.121
Si	0.2157	0.1963	0.3772
Si	-0.1415	0.0494	-0.2144
Si	0.0651	0.0551	-0.3463
Si	-0.0902	-0.1591	0.1911
O	-0.1012	-0.1248	-0.3936
O	0.0288	-0.3945	0.6029
O	-0.0915	0.1901	-0.0284
O	-0.007	-0.4335	-0.1147
O	-0.1385	0.3482	0.679
O	0.026	0.2989	-0.0869
O	-0.1359	-0.0696	0.2322
O	-0.1182	-0.0979	-0.3107
O	-0.1272	0.0484	0.6023
O	0.014	-0.3991	-0.7247
O	-0.2104	-0.2321	-0.3209
O	-0.1637	0.3482	0.3604
O	0.0437	0.1037	-0.1451
O	0.1551	0.1429	0.219
O	0.2938	0.2327	0.1417
O	0.074	-0.1706	-0.1892
O	-0.0783	-0.0938	-0.2534
O	-0.1646	-0.183	-0.121
O	0.0816	0.0293	-0.6135
O	-0.0312	-0.2409	-0.1446
O	0.0262	0.2238	0.0794
O	-0.0455	0.2428	-0.8477
O	-0.0251	-0.234	-0.7565
O	0.0328	-0.0617	-0.144
O	-0.0319	-0.0804	-0.3133
O	0.0291	0.3321	-0.628
O	-0.0035	-0.0049	0.4841
O	-0.0095	-0.2071	-0.1216
O	-0.0001	0.3317	0.6053
O	-0.0798	-0.133	-0.1755
O	0.1918	0.2723	-0.0354
O	-0.1796	0.0013	0.3134
O	-0.0203	-0.1953	-0.5256
O	0.2906	-0.0713	0.0371
O	0.1728	0.3945	0.232
O	-0.0153	0.005	-0.3317
O	0.053	-0.043	-0.5043
O	-0.02	0.1261	0.3567
O	-0.0156	0.3119	-0.7282
O	-0.0006	-0.4812	-0.6349
O	0.2993	-0.054	-0.1393
O	-0.0434	0.2048	0.0978
O	-0.3262	0.0429	0.0493
O	-0.1905	-0.4296	0.4539
O	-0.1576	-0.0275	0.3154
O	-0.0518	0.257	-0.3503
O	-0.0541	-0.344	0.0809
O	0.0763	0.1568	0.1939
O	0.1547	0.0336	0.0044
O	0.323	0.2594	0.3371
O	0.2441	-0.0516	0.1024
O	0.3275	-0.1148	0.1823
O	-0.2816	0.0287	0.0254
O	0.1811	0.047	-0.0765
O	0.0469	0.2356	-0.1335
O	-0.1407	-0.1519	0.0877
O	-0.0966	0.2032	0.1154
O	0.0518	-0.2298	0.6678
O	-0.2133	0.0142	0.1532
O	0.0249	-0.0874	-0.2624
O	-0.0255	0.0147	-0.2038
O	-0.1017	-0.2509	0.3045
O	0.0125	-0.046	0.0555
O	-0.2518	0.0138	0.5243
O	-0.4583	0.0272	0.0425
O	0.1793	0.0746	0.1757
O	-0.2958	-0.0932	-0.4714
O	-0.0966	-0.3122	0.7556
O	0.1393	0.266	0.2295
O	0.0472	0.2254	0.5816
O	-0.1837	0.318	0.2053
O	0.2226	-0.4205	-0.2111
